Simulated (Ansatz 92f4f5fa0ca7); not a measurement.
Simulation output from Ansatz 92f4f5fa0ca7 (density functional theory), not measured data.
Periodic cell of 289 atoms, Si199O82H8, from a study of silicon, its oxide and their interface. The atomic structure is a simulated model.
Doubt: the cutoff is far below the 930 eV that the study's wrapper takes by default for these files, so forces and energies are approximate.
This geometry differs little from another in the collection (a relaxation step or a small displacement).

Settings: functional PBE; potential files Ansatz PAW; basis plane waves; wave-function cutoff 580 eV; density cutoff ratio 5; exchange-correlation grid ratio 1; k mesh 1 x 1 x 1, Gamma-centred; self-consistency stop 5e-08 eV per atom in the density residual; occupations fixed; spin none; net charge 0.

Cell vectors (angstrom)
a 10.938 0 0
b 0 10.938 0
c 0 0 42.7609

Atoms: element, x, y, z (angstrom)
Si 0 0 40.7089
Si 5.469 0 40.7089
Si 2.7345 2.7345 40.7089
Si 8.2035 2.7345 40.7089
Si 0 5.469 40.7089
Si 5.469 5.469 40.7089
Si 2.7345 8.2035 40.7089
Si 8.2035 8.2035 40.7089
Si 1.3673 1.3673 42.0761
Si 6.8362 1.3673 42.0761
Si 4.1018 4.1018 42.0761
Si 9.5708 4.1018 42.0761
Si 1.3673 6.8362 42.0761
Si 6.8362 6.8362 42.0761
Si 4.1018 9.5708 42.0761
Si 9.5708 9.5708 42.0761
Si 2.7345 0 37.9744
Si 8.2035 0 37.9744
Si 0 2.7345 37.9744
Si 5.469 2.7345 37.9744
Si 2.7345 5.469 37.9744
Si 8.2035 5.469 37.9744
Si 0 8.2035 37.9744
Si 5.469 8.2035 37.9744
Si 4.1018 1.3673 39.3416
Si 9.5708 1.3673 39.3416
Si 1.3673 4.1018 39.3416
Si 6.8362 4.1018 39.3416
Si 4.1018 6.8362 39.3416
Si 9.5708 6.8362 39.3416
Si 1.3673 9.5708 39.3416
Si 6.8362 9.5708 39.3416
Si 0 0 3.417
Si 5.469 0 3.417
Si 2.7345 2.7345 3.417
Si 8.2035 2.7345 3.417
Si 0 5.469 3.417
Si 5.469 5.469 3.417
Si 2.7345 8.2035 3.417
Si 8.2035 8.2035 3.417
Si 1.3673 1.3673 4.7843
Si 6.8362 1.3673 4.7843
Si 4.1018 4.1018 4.7843
Si 9.5708 4.1018 4.7843
Si 1.3673 6.8362 4.7843
Si 6.8362 6.8362 4.7843
Si 4.1018 9.5708 4.7843
Si 9.5708 9.5708 4.7843
Si 2.7345 0 0.6825
Si 8.2035 0 0.6825
Si 0 2.7345 0.6825
Si 5.469 2.7345 0.6825
Si 2.7345 5.469 0.6825
Si 8.2035 5.469 0.6825
Si 0 8.2035 0.6825
Si 5.469 8.2035 0.6825
Si 4.1018 1.3673 2.0497
Si 9.5708 1.3673 2.0497
Si 1.3673 4.1018 2.0497
Si 6.8362 4.1018 2.0497
Si 4.1018 6.8362 2.0497
Si 9.5708 6.8362 2.0497
Si 1.3673 9.5708 2.0497
Si 6.8362 9.5708 2.0497
Si 0.4424 10.4033 29.9323
Si 5.8885 10.3653 29.9361
Si 2.2031 3.1374 29.8534
Si 7.438 3.08 29.7292
Si 0.3547 4.9622 29.7916
Si 5.8732 5.0108 29.9689
Si 2.1637 8.6606 29.9368
Si 7.6392 8.6484 29.9359
Si 1.3236 1.3279 31.1387
Si 6.7412 1.3013 31.1471
Si 4.0077 4.0783 31.1284
Si 9.4477 3.9742 30.9548
Si 1.2679 6.7782 31.1019
Si 6.8006 6.805 31.2095
Si 4.0334 9.5125 31.157
Si 9.5065 9.5393 31.1352
Si 2.7549 0.0286 32.5293
Si 8.2161 0.0355 32.5213
Si -0.1319 2.6578 32.4569
Si 5.3474 2.6592 32.5165
Si 2.7117 5.5052 32.5045
Si 8.241 5.4317 32.4695
Si -0.1143 8.113 32.5104
Si 5.363 8.1217 32.5566
Si 4.059 1.344 33.9628
Si 9.536 1.3519 33.9396
Si 1.3013 4.0727 33.7884
Si 6.7992 4.0675 33.8006
Si 4.0448 6.7981 33.955
Si 9.5293 6.7753 33.9269
Si 1.3237 9.5386 33.8201
Si 6.7995 9.5517 33.8398
Si -0.006 -0.0351 35.2426
Si 5.4643 -0.0323 35.2607
Si 2.6666 2.747 35.2383
Si 8.1531 2.7414 35.2451
Si -0.0056 5.4232 35.2457
Si 5.4653 5.4233 35.2402
Si 2.6786 8.2068 35.2534
Si 8.1599 8.1904 35.2369
Si 1.3456 1.3509 36.6099
Si 6.8208 1.3545 36.6152
Si 4.0775 4.082 36.605
Si 9.5502 4.0832 36.6109
Si 1.3438 6.815 36.6122
Si 6.8151 6.8146 36.608
Si 4.0808 9.5524 36.6127
Si 9.5501 9.549 36.6035
Si 2.7476 0.01 6.1492
Si 8.2215 0.0191 6.143
Si 0.0201 2.7542 6.1383
Si 5.4853 2.7465 6.1555
Si 2.7541 5.4843 6.1393
Si 8.2172 5.481 6.1524
Si 0.0156 8.218 6.152
Si 5.4805 8.2099 6.1382
Si 4.1426 1.3509 7.5149
Si 9.6184 1.3729 7.499
Si 1.3748 4.1393 7.4953
Si 6.8355 4.1394 7.5267
Si 4.1539 6.8145 7.5053
Si 9.6162 6.8252 7.5152
Si 1.3697 9.6049 7.5221
Si 6.831 9.602 7.4851
Si 0.0329 0.0474 8.9314
Si 5.498 -0.007 8.9244
Si 2.7666 2.7662 8.8015
Si 8.2599 2.7717 8.8219
Si 0.0573 5.4904 8.934
Si 5.4873 5.4825 8.9663
Si 2.7767 8.2031 8.8068
Si 8.2168 8.2292 8.7925
Si 1.4506 1.499 10.2516
Si 6.9494 1.4088 10.2028
Si 4.0701 4.0463 10.2744
Si 9.5979 4.0994 10.2553
Si 1.503 6.8688 10.2551
Si 6.8937 6.9429 10.2425
Si 4.0798 9.5043 10.2527
Si 9.5455 9.5443 10.201
Si 2.7968 0.061 11.5752
Si 8.2472 0.0052 11.61
Si 0.0518 2.8205 11.7074
Si 5.5602 2.7224 11.5838
Si 2.7651 5.4385 11.7362
Si 8.3152 5.5942 11.5718
Si 0.0983 8.2787 11.5304
Si 5.4697 8.1863 11.7079
Si 4.6609 0.8905 12.8114
Si 10.1053 0.9009 12.8236
Si 0.8386 4.6913 13.0752
Si 6.6082 4.5087 12.756
Si 4.7305 6.1804 12.9001
Si 10.0731 6.6146 12.8826
Si 0.9409 10.1417 12.7687
Si 6.3782 10.0855 12.8392
H 9.767 1.199 14.2519
H 1.3059 9.7943 14.174
H 4.2927 1.2194 14.2248
H 6.7044 9.7893 14.268
O 4.3606 6.1593 14.5291
O 7.3695 4.012 14.1846
O 9.5757 7.4559 14.2576
O 1.0727 4.3183 14.7026
H 5.5589 10.7134 28.5128
H 7.9702 8.3032 28.5149
H 0.1198 10.7454 28.5061
H 2.5272 8.3728 28.5154
O 5.5791 5.7048 28.491
O 7.2834 2.5041 28.143
O 10.7553 5.4974 28.3048
O 2.7687 2.5097 28.4038
Si 9.8801 0.8642 25.275
Si 4.1143 5.0925 18.6977
Si 5.5869 8.4655 17.6962
Si 1.4348 3.6265 16.1266
Si 4.7892 1.2974 24.9206
Si 6.9715 4.1933 15.7445
Si 2.3662 5.2246 23.2652
Si 9.9819 8.3895 22.968
Si 10.2148 6.0754 26.8882
Si 2.2076 1.006 20.2224
Si 2.9894 7.6559 21.7762
Si 0.6107 3.7182 25.1813
Si 9.9444 6.4592 20.6704
Si 8.4423 3.6427 18.336
Si 6.5895 2.058 20.4005
Si 1.1984 5.6126 18.6935
Si 7.9956 4.8458 22.6315
Si 4.4011 2.9163 16.7971
Si 4.0109 6.8239 15.9441
Si 9.697 8.251 15.6659
Si 8.6851 1.7309 22.5276
Si 4.9373 5.5483 27.0187
Si 7.4954 2.1973 26.546
Si 7.8808 6.4587 17.4196
Si 5.7123 6.1288 21.1663
Si 7.1744 8.6319 21.9856
Si 4.5648 9.2713 23.7125
Si 4.0712 2.8093 22.1077
Si 8.8338 10.6424 17.0723
Si 3.1954 7.362 25.5009
Si 3.0985 9.2592 19.2002
Si 1.5071 8.1125 16.9526
Si 0.0142 1.8092 17.916
Si 0.2983 8.7096 25.6706
Si 10.7128 10.8549 21.4201
Si 3.1487 2.9438 26.8857
Si 7.6533 5.2332 25.6392
Si 6.1644 0.6119 17.6942
Si 8.9556 9.1713 19.7321
O 4.5055 8.4637 18.9244
O 1.9484 8.4497 25.6938
O 2.2409 9.2998 17.8028
O 6.435 5.0074 22.1241
O 10.6853 5.0032 25.7217
O 7.5113 3.134 19.577
O 6.1079 5.7043 25.8862
O 8.3525 8.296 23.0718
O 0.0726 5.5057 19.8719
O 3.6224 1.6565 26.0075
O 6.7904 7.3339 21.092
O 4.9551 1.3962 16.9373
O 3.2417 8.9529 22.7734
O 4.1431 5.8526 17.254
O 8.4407 5.2861 18.433
O 7.8955 3.3636 16.8101
O 3.5116 4.287 22.548
O 4.5658 10.6872 24.491
O 2.8397 6.0292 24.6123
O 4.3456 4.0402 26.8639
O 5.327 2.8226 21.0705
O 8.9471 5.4653 21.4722
O 0.5329 2.317 16.4526
O 5.4328 3.7128 15.8462
O 10.855 2.2099 25.1193
O 8.9187 0.8801 23.9186
O 4.4039 6.8511 21.778
O 7.3607 1.3269 21.6534
O 10.6743 7.6778 26.8404
O 6.1607 0.9459 19.2903
O 1.9674 6.464 22.2602
O 7.8336 9.6049 20.8498
O 3.7689 6.6994 26.888
O 7.0877 5.764 16.1658
O 5.913 9.2504 22.7871
O 2.6623 5.3625 19.3966
O 4.5626 2.1202 23.514
O 10.6618 7.9557 24.3535
O 2.9186 2.1331 21.1533
O 5.3138 5.52 19.7053
O 0.2804 8.6656 16.0711
O 0.9933 7.0967 18.0981
O 10.5831 7.4383 21.8068
O 7.6382 0.8153 16.9876
O 8.5165 3.315 22.8426
O 4.4988 8.1283 24.8708
O 6.8041 7.4715 18.1121
O 7.835 3.6219 25.8316
O 1.1516 4.1918 23.6914
O 10.2265 0.4161 17.5025
O 3.2707 10.8383 19.6147
O 1.1319 4.6153 17.4011
O 4.3268 3.5164 18.3227
O 8.5815 6.0515 26.7174
O 10.6976 10.3356 25.6316
O 5.0111 8.0599 16.2293
O 8.0868 5.5687 24.0949
O 10.2909 10.0381 20.0761
O 2.9657 3.0718 16.0709
O 2.446 8.3284 20.3877
O 8.9171 9.7084 15.7161
O 1.3508 0.1787 21.319
O 5.9139 9.9993 17.4515
O 8.4651 9.6238 18.2788
O 1.2373 1.6086 19.0172
O 9.8848 2.9039 18.5194
O 9.1535 7.2469 16.8177
O 6.2255 1.553 25.6958
O 1.8368 3.6025 26.2227
O 9.238 7.5606 19.6746
O 9.9696 1.365 21.5788
O 10.4491 9.9244 22.7149
O 8.7906 1.1671 26.4705
O 2.4799 7.3727 15.8773

Results
free energy: -173266.604 eV
free energy less fixed offsets of H -15.97, O -568.88, Si -635.61 eV per atom: -4.294 eV

Forces (eV/angstrom), in the order of the atoms: element, x, y, z
Si -0.0231 -0.004 0.005
Si -0.02 -0.0069 0.0025
Si -0.0052 -0.0224 -0.0045
Si -0.0144 -0.0337 -0.0067
Si -0.0178 -0.0055 -0.0018
Si -0.0178 -0.0021 0.0038
Si 0 -0.0228 -0.0037
Si -0.0056 -0.0217 -0.0015
Si 0.0147 0.0101 -0.0005
Si 0.0072 0.0098 0.0001
Si -0.0042 -0.0035 -0.0003
Si 0.0005 0.003 -0.0023
Si 0.0064 0.0141 -0.0001
Si 0.0094 0.0127 0.0003
Si -0.0043 -0.0011 0.0001
Si -0.0036 -0.0042 -0.0009
Si 0.0045 0.0468 0.0267
Si 0.024 -0.0093 0.0076
Si -0.14 -0.112 0.0388
Si -0.1567 -0.0868 0.0256
Si 0.0318 0.0267 0.0184
Si 0.0108 0.018 0.0274
Si -0.1324 -0.1011 0.023
Si -0.1083 -0.1228 0.0227
Si 0.0168 0.0126 0.0251
Si 0.0314 0.0075 0.0229
Si 0.0171 0.013 -0.0141
Si -0.0012 0.0332 -0.0106
Si 0.0108 0.0166 0.024
Si -0.0014 0.031 0.0233
Si 0.008 0.0195 -0.0107
Si 0.0125 0.0143 -0.0106
Si -0.0034 -0.0183 0.0038
Si -0.011 -0.0071 0.0135
Si 0.0138 -0.0352 -0.0225
Si -0.0142 -0.0118 -0.0294
Si -0.0311 0.0057 0.0138
Si 0.0152 -0.0351 0.005
Si -0.0235 0.0038 -0.0315
Si -0.0105 -0.0192 -0.0219
Si 0.1158 0.07 -0.0576
Si 0.0991 0.1329 -0.0437
Si 0.0182 -0.0659 -0.0371
Si -0.0592 -0.0138 -0.0544
Si 0.1122 0.126 -0.0395
Si 0.1357 0.0606 -0.0681
Si -0.0564 -0.0516 -0.0571
Si 0.0028 -0.0332 -0.0302
Si 0.0025 0.0014 0.0008
Si 0.0049 0.0036 0
Si -0.0121 -0.0154 0.0011
Si -0.0047 -0.0142 0.0013
Si 0.0063 0.0022 0.001
Si -0.0026 0.0007 0.0007
Si -0.0121 -0.0086 0.0002
Si -0.0096 -0.0114 0.0021
Si -0.0008 0.0189 -0.0003
Si -0.0015 0.0165 0.0048
Si 0.0168 0.0024 0.0033
Si 0.0185 0.0066 -0.0048
Si -0.003 0.0175 0.009
Si 0.0107 0.0241 0.0003
Si 0.0199 0.0024 -0.0059
Si 0.0177 0.0037 -0.0007
Si 0.0112 -0.0242 0.0134
Si 0.0102 -0.0155 0.0119
Si -0.0148 0.0225 -0.018
Si 0.0152 0.0082 -0.0439
Si 0.0142 -0.0163 -0.0233
Si 0.0236 -0.0261 -0.0099
Si -0.0085 0.0175 0.0081
Si -0.0101 0.0181 0.0061
Si 0.0052 -0.0151 0.0225
Si -0.0036 -0.0039 0.0236
Si -0.0059 0.0056 0.0352
Si -0.0121 -0.0016 0.0288
Si 0.0031 0.0238 0.0276
Si -0.0075 0.0304 0.0196
Si 0.0099 -0.0069 0.0203
Si 0.0049 0.0117 0.0142
Si 0.027 0.0262 -0.0298
Si 0.0251 0.0243 -0.0193
Si -0.0243 -0.0242 -0.0585
Si -0.0277 -0.0365 -0.062
Si -0.003 0.0008 -0.0439
Si 0.0284 0 -0.0489
Si -0.0466 -0.0551 -0.0237
Si -0.0432 -0.0326 -0.013
Si -0.0079 0.0276 0.0649
Si 0.0016 0.0237 0.048
Si -0.0234 0.0245 0.0357
Si -0.0018 -0.0025 0.0396
Si -0.0046 0.0053 0.0678
Si 0.0553 -0.0314 0.0631
Si 0.0098 0.0035 -0.0951
Si -0.0097 0.0102 -0.1127
Si -0.0547 0.0286 -0.0198
Si -0.0269 0.0457 -0.0149
Si 0.0319 -0.058 -0.034
Si 0.0334 -0.0458 -0.0363
Si -0.0287 0.0396 -0.0266
Si -0.0547 0.0213 -0.0301
Si 0.0455 -0.0444 -0.0211
Si 0.0055 -0.0628 -0.0159
Si 0.0155 -0.0019 -0.0081
Si 0.0039 -0.0015 -0.0073
Si 0.0145 0.0044 -0.0098
Si -0.0038 0.0165 -0.0076
Si 0.0058 0.0073 -0.0038
Si -0.0068 0.0285 -0.0091
Si 0.0003 0.0035 -0.0065
Si 0.0199 0.0006 -0.0125
Si 0.0148 -0.0041 0.0155
Si -0.0221 0.0017 0.0066
Si -0.0015 -0.0264 0.0133
Si 0.0041 -0.0104 0.0141
Si -0.0095 -0.0088 0.0059
Si -0.0035 0.0056 0.0131
Si -0.0284 0.0234 0.0178
Si 0.0079 -0.0113 0.0103
Si -0.0529 0.0352 0.0128
Si -0.0197 0.0598 0.0371
Si 0.0583 0.0159 0.0147
Si 0.0365 -0.0602 0.0487
Si -0.0255 0.0533 0.0327
Si -0.0487 0.0247 0.0429
Si 0.0406 -0.065 0.0321
Si 0.0523 -0.0172 0.0114
Si -0.0293 0.0382 0.1147
Si 0.0354 -0.0392 0.1052
Si 0.0163 -0.0232 -0.0675
Si -0.0302 0.0001 -0.0496
Si 0.0282 -0.0247 -0.0381
Si -0.0385 0.0255 -0.0323
Si 0.0099 -0.0234 -0.0447
Si -0.0179 -0.0116 -0.073
Si 0.0394 0.0456 0.049
Si 0.0461 0.0299 -0.0008
Si -0.0074 -0.0093 0.0852
Si 0.001 0.0019 0.0304
Si 0.0395 0.028 0.046
Si 0.0226 0.0199 0.0638
Si -0.0195 -0.0386 0.0459
Si -0.0274 -0.0073 0.0173
Si -0.0025 0.0005 -0.0254
Si -0.0097 -0.0079 -0.0159
Si 0.0005 -0.0152 -0.0167
Si 0.0076 -0.0086 -0.0234
Si -0.024 -0.0133 -0.033
Si 0.0018 0.0115 -0.0216
Si 0.0067 0.0147 -0.0282
Si -0.0086 0.0279 -0.0306
Si 0.0158 -0.022 -0.0082
Si 0.0105 -0.0146 -0.0149
Si -0.0068 0.0185 0.0327
Si -0.0259 0.0075 0.0125
Si 0.0347 -0.027 0.0312
Si 0.0028 -0.0281 0.0184
Si -0.0145 0.0241 -0.0159
Si -0.0082 0.0153 -0.0052
H -0.0036 0.0057 -0.0029
H 0.0074 -0.006 -0.0005
H -0.0076 0.0072 -0.0006
H 0.0028 -0.0071 -0.0012
O -0.0055 0.004 -0.0282
O 0.0068 -0.0017 -0.0206
O 0.0085 0.0035 -0.029
O 0.0036 0.0009 -0.0173
H -0.0038 0.002 0.001
H 0.0038 -0.0056 0.0014
H -0.0064 0.0071 0.0024
H 0.0063 -0.0048 0
O -0.0063 0.0095 0.0101
O -0.0165 -0.0081 0.0174
O -0.0002 0.001 0.0099
O -0.0025 -0.0051 0.0197
Si -0.003 0.0014 0.0026
Si 0.0025 -0.0034 0.0044
Si 0.0026 0.0038 0.0063
Si 0.0029 -0.0025 0.0106
Si 0.0035 -0.0016 0.002
Si -0.0006 0.0048 0.0089
Si 0.0001 0.0031 0.0044
Si 0.0015 0.0034 0.0045
Si -0.0085 0.0006 -0.0004
Si 0.0003 0.001 0.0026
Si 0.0005 0.0007 0.0044
Si -0.0016 0.0008 -0.0011
Si -0.0003 0.0045 0.0042
Si 0.001 -0.0003 0.0041
Si -0.0008 -0.0001 0.0038
Si 0.001 0.0022 0.0004
Si 0 -0.0001 0.0037
Si 0.0011 -0.001 0.0046
Si -0.0015 0.0098 0.0194
Si 0.0007 0.0071 0.0203
Si 0.0008 0.0006 0.0044
Si -0.0042 0.0024 -0.0002
Si 0.0001 0.0005 0.0078
Si 0.0014 0.0031 0.0042
Si 0.003 0.0034 0.004
Si 0.0015 0.0012 0.0032
Si -0.0006 0.0006 0.0025
Si -0.0003 -0.001 0.0035
Si 0.0001 0.0004 0.0035
Si 0.0006 0.0031 -0.0023
Si 0.0008 0.0002 0.0043
Si 0 0.0026 0.0063
Si 0.0006 -0.0002 0.0058
Si 0.0011 -0.001 -0.0006
Si 0.0012 -0.0002 0.0028
Si -0.0017 0.0002 -0.0016
Si 0.0039 -0.0018 0.0058
Si 0.0021 0.0014 0.0026
Si 0.0027 0.0043 0.0053
O -0.0008 0.001 -0.0011
O 0.0003 0.0012 0.0042
O 0.0017 -0.0001 -0.0001
O 0.0009 0.0007 -0.0017
O 0.0036 -0.0007 0.0027
O 0.0034 0.0034 -0.002
O -0.0032 0.0018 0.0038
O 0.0011 0.0014 0.0002
O 0.0006 0.0012 -0.0001
O -0.0017 0.002 0.0017
O 0.0004 0.0007 -0.0008
O 0.0015 0.0015 -0.0032
O 0.0011 0 -0.0004
O 0.0016 0.0047 -0.0092
O -0.0007 0.0015 -0.0014
O 0.0002 0.0007 -0.0056
O -0.0002 -0.0001 -0.0001
O 0.0004 0.0014 0.0013
O -0.0001 -0.0005 0.0007
O -0.0008 -0.0018 0.0057
O 0.0021 0.0013 0.0013
O 0.0033 -0.0005 0.0019
O -0.0005 0.003 -0.0002
O 0.0024 0.0025 -0.0051
O 0.0009 0.0007 0.0034
O -0.0003 -0.0006 0.0001
O 0.0006 -0.0006 0.0008
O 0.0006 0.0022 -0.0018
O -0.002 -0.0004 0.0061
O 0.0016 0.0015 -0.0003
O 0 0.0005 -0.0013
O -0.0003 0.0003 0
O 0.0028 0.0001 -0.0009
O -0.0001 0.0019 -0.0037
O 0.0015 0.0009 0.0013
O 0.0009 0.0007 0.0007
O -0.0002 0.0024 -0.0021
O 0.0005 0.0005 -0.001
O 0.0012 0.0016 -0.0003
O 0.0001 0.0027 -0.0021
O -0.0002 -0.0008 -0.0032
O 0.0013 -0.0006 0.0001
O 0.003 -0.0003 -0.0001
O 0.0012 0.0034 0.0026
O 0.0007 0.0008 -0.0006
O -0.0003 0.0014 -0.0004
O 0.002 0.0018 -0.0024
O 0.001 0.0018 0.0025
O 0.0002 -0.0002 0.0019
O 0.0021 0.0016 -0.0014
O 0.0004 -0.0008 -0.0012
O 0.0022 0.0015 -0.0031
O 0.0008 0.0027 0.0002
O 0.0016 0.0003 -0.0007
O -0.0012 0.0011 0.0034
O -0.0008 -0.0014 -0.0051
O 0.0013 0.0021 -0.0037
O 0.0001 -0.0002 -0.0006
O -0.0005 0.0014 -0.002
O 0.0016 0.0014 -0.0023
O 0.0037 0.0012 -0.0034
O 0.0023 0.0015 -0.0014
O -0.0009 0.0003 0.0021
O -0.0002 0.0004 -0.0021
O 0.0014 0.0015 -0.0007
O 0.0007 0.0024 0.0003
O 0.003 0.0014 -0.0051
O -0.0031 -0.0022 -0.001
O -0.0009 0.0007 0.0025
O 0.0015 -0.0009 0
O 0.0008 0.0014 0.0003
O 0.0003 0.0019 0.0003
O 0.0062 -0.0004 -0.0015
O 0.0041 -0.0021 -0.0034

The program warned: the cutoff lies below the one the program advises for these potential files; the exchange-correlation potential is rough where the density is thin.
